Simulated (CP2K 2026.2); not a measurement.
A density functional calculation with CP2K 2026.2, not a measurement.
Periodic cell of 512 atoms, Si360O152, from a study of silicon, its oxide and their interface. The atomic structure is a simulated model.
Doubt: the forces sum to 1.33 eV/angstrom along one axis rather than to zero, so they err by at least 0.0026 eV/angstrom per atom on average; the grid cutoff is modest.

Settings: functional PBE; method Gaussian and plane waves; basis set DZVP-MOLOPT-SR-GTH; pseudopotentials GTH-PBE; grid cutoff 350 Ry, relative cutoff 50 Ry; k points Gamma only; occupations fixed; spin none; net charge 0.

Cell vectors (angstrom)
a	16.32	0	0
b	0	16.32	0
c	-1.2079	6.0132	33.7125

Atoms and the computed forces on them: element, x, y, z (angstrom), force x, y, z (eV/angstrom)
Si	14.382	15.475	0.119	-0.121	0.083	0.646
Si	0.626	1.901	0.171	-0.099	0.137	0.652
Si	16.244	5.46	1.402	0	0.002	0.034
Si	0.848	7.271	0.158	-0.014	0.036	-0.038
Si	15.422	8.967	0.214	0.03	-0.02	-0.003
Si	1.866	11.572	0.087	0.008	-0.01	0.022
Si	4.623	14.283	0.194	0.07	-0.067	0.066
Si	6.172	7.507	33.253	0.331	0.279	0.558
Si	2.307	10.001	33.128	-0.299	-0.386	0.486
Si	7.47	6.32	0.013	0.045	-0.081	0.025
Si	3.693	9.963	0.204	-0.334	0.137	0.478
Si	6.421	12.611	0.331	-0.332	0.318	0.503
Si	8.262	21.704	32.016	0.117	-0.273	0.608
Si	12.703	0.847	0.232	-0.011	0.025	-0.027
Si	9.234	4.639	0.148	0.01	-0.044	-0.028
Si	11.126	12.474	31.71	-0.218	0.353	0.537
Si	9.811	9.352	0.028	0.264	-0.289	0.381
Si	10.472	18.749	33.702	-0.07	0.145	0.573
Si	16.167	16.364	1.367	0.015	-0.04	-0.052
Si	2.562	2.742	1.19	-0.007	-0.066	-0.044
Si	15.305	3.64	0.184	0.019	0.001	-0.051
Si	2.666	8.186	1.38	0.051	0.023	-0.047
Si	0.105	10.727	1.415	-0.001	0.018	-0.018
Si	2.744	13.415	1.315	-0.003	-0.003	-0.012
Si	5.399	16.158	1.355	-0.248	-0.281	0.439
Si	8.33	2.765	1.275	0.028	-0.097	-0.043
Si	5.643	5.495	1.285	0.311	0.221	0.419
Si	8.246	8.153	1.3	-0.059	0.037	-0.017
Si	5.344	10.939	1.561	0.005	0.004	-0.06
Si	8.189	13.652	1.474	0.007	0.009	0.018
Si	10.994	16.197	1.506	-0.009	0.021	0.046
Si	13.595	2.666	1.429	-0.03	-0.004	-0.033
Si	10.884	5.718	1.364	0.048	0.032	-0.003
Si	13.512	8.173	1.331	-0.03	-0.018	-0.04
Si	10.874	10.965	1.354	0.018	0.018	-0.012
Si	13.505	13.615	1.273	0.023	-0.021	-0.087
Si	14.935	1.369	2.873	-0.046	0.031	-0.052
Si	1.403	4.157	2.701	-0.01	0.012	-0.041
Si	14.803	6.742	2.739	0.002	0.004	-0.029
Si	1.379	9.459	2.894	0.02	0.015	-0.038
Si	14.971	12.222	2.569	-0.032	0.015	-0.001
Si	1.342	14.927	2.549	0.036	0.017	-0.001
Si	3.993	1.339	2.543	0.02	0.02	-0.018
Si	6.807	3.972	2.663	-0.016	0.031	-0.087
Si	4.156	6.812	2.626	-0.007	-0.023	-0.008
Si	6.803	9.478	2.668	0.032	-0.025	0.021
Si	4.019	12.259	2.929	-0.063	0.059	-0.027
Si	6.878	15.054	2.819	-0.067	0.017	-0.065
Si	9.607	1.373	2.688	-0.039	-0.004	-0.005
Si	12.216	4.165	2.628	-0.029	0.001	-0.003
Si	9.521	6.893	2.831	-0.012	-0.03	-0.003
Si	12.283	9.627	2.717	-0.007	-0.016	-0.012
Si	9.47	12.194	2.793	0.006	0.027	-0.052
Si	12.292	14.867	2.887	0.01	0.013	-0.033
Si	13.613	16.293	4.197	0.029	-0.031	0.021
Si	0.043	2.771	4.089	0.033	-0.007	-0.008
Si	13.542	5.402	4.13	-0.015	-0.017	0.025
Si	-0.072	8.085	4.099	0.027	0.006	-0.031
Si	13.653	10.932	4.07	-0.006	0.018	0.007
Si	-0.003	13.588	3.972	-0.013	0.016	0.006
Si	2.683	16.298	3.966	0.001	0.024	0.008
Si	5.391	2.655	3.99	-0.03	-0.033	-0.005
Si	2.792	5.469	4.041	0.001	0.007	0.016
Si	5.449	8.155	4.059	-0.014	-0.012	0.018
Si	2.701	10.851	4.23	0.008	0.01	0.016
Si	5.469	13.656	4.136	-0.031	-0.013	-0.029
Si	8.23	16.402	4.126	0.038	0.012	0.014
Si	10.913	2.768	4.037	-0.019	-0.004	0.04
Si	8.136	5.412	4.05	-0.004	0.019	-0.052
Si	10.91	8.255	4.117	0.028	0.013	-0.053
Si	8.126	10.823	4.106	-0.009	0.004	-0.003
Si	10.858	13.539	4.159	0.02	0.007	-0.013
Si	15.013	14.92	5.453	0.008	-0.013	-0.012
Si	1.379	1.35	5.4	-0.002	-0.024	-0.008
Si	14.965	4.079	5.458	-0.007	0.007	0.011
Si	1.368	6.77	5.422	-0.005	-0.011	-0.012
Si	14.955	9.518	5.443	-0.015	0.012	-0.003
Si	1.31	12.263	5.452	-0.023	0.017	-0.003
Si	4.06	15.011	5.42	-0.021	0.01	-0.002
Si	6.777	1.381	5.426	0.003	0.006	-0.001
Si	4.1	4.059	5.394	0	-0.002	-0.009
Si	6.788	6.773	5.423	-0.012	0.022	-0.013
Si	4.112	9.489	5.486	0.012	-0.015	0.008
Si	6.797	12.231	5.457	0.002	-0.006	-0.005
Si	9.533	14.97	5.471	0.005	0.023	-0.001
Si	12.232	1.386	5.453	-0.032	0.041	0.001
Si	9.517	4.084	5.418	0.037	-0.018	-0.009
Si	12.219	6.822	5.457	0.017	-0.026	0.005
Si	9.519	9.538	5.49	0.005	0.002	0.015
Si	12.262	12.217	5.48	0.009	0.006	-0.006
Si	0.031	16.317	6.788	0.001	-0.002	0.006
Si	2.735	2.711	6.768	0.002	-0.003	0.004
Si	0.013	5.434	6.807	0.018	-0.014	0.012
Si	2.712	8.136	6.801	-0.012	0.002	0.004
Si	-0.021	10.882	6.814	0.003	0.005	0.009
Si	2.707	13.626	6.779	-0.002	0.004	0.006
Si	5.43	16.341	6.797	0.008	-0.004	0.005
Si	8.145	2.737	6.784	-0.031	0.006	-0.003
Si	5.434	5.419	6.786	-0.004	-0.002	0.011
Si	8.152	8.138	6.795	0.021	-0.012	0.006
Si	5.45	10.876	6.826	-0.007	-0.002	0.012
Si	8.159	13.602	6.81	0.009	-0.001	0.006
Si	10.881	16.34	6.818	0.007	-0.011	0.015
Si	13.608	2.72	6.814	0.03	-0.022	0.015
Si	10.863	5.447	6.797	-0.027	0.027	-0.002
Si	13.596	8.165	6.812	0	0	-0.002
Si	10.89	10.88	6.844	0.001	0.008	0.002
Si	13.619	13.593	6.817	-0.014	0.012	-0.002
Si	14.958	17.676	13.585	-0.007	-0.001	-0.008
Si	1.353	4.087	13.612	-0.002	0.011	-0.002
Si	14.961	6.795	13.605	-0.004	-0.002	-0.002
Si	1.375	9.527	13.603	-0.014	0.025	-0.005
Si	14.97	12.244	13.602	0.01	-0.003	0.001
Si	1.361	14.957	13.6	0.019	-0.016	0.006
Si	4.081	17.681	13.602	-0.002	-0.007	0.006
Si	6.813	4.093	13.628	-0.006	0.008	0
Si	4.098	6.82	13.608	0.011	-0.008	0
Si	6.778	9.511	13.596	0.014	-0.009	0.002
Si	4.067	12.229	13.586	-0.01	0.019	0.001
Si	6.793	14.959	13.591	0.001	0.001	-0.008
Si	9.518	17.709	13.587	0.006	-0.001	-0.003
Si	12.231	4.074	13.589	0.013	-0.01	0.002
Si	9.508	6.781	13.595	0.004	0.002	0.002
Si	12.236	9.51	13.618	0.008	-0.01	0.004
Si	9.513	12.236	13.595	-0.004	0.004	0.001
Si	12.245	14.962	13.583	-0.005	0.009	-0.006
Si	13.618	16.301	14.947	0.027	-0.015	-0.012
Si	-0.024	2.718	14.957	0	-0.023	-0.009
Si	13.593	5.422	14.947	0.014	0.003	-0.001
Si	0.013	8.164	14.948	0.007	-0.015	-0.007
Si	13.616	10.878	14.956	0.019	0.013	-0.012
Si	-0.005	13.614	14.973	-0.03	0.018	-0.003
Si	2.718	16.32	14.957	-0.002	0.002	-0.007
Si	5.453	2.711	14.962	-0.001	-0.004	-0.009
Si	2.732	5.462	14.946	-0.033	0.026	-0.014
Si	5.435	8.178	15.005	-0.01	0.021	-0.004
Si	2.745	10.866	14.984	0.008	-0.039	0.008
Si	5.419	13.592	14.936	0.026	0.006	0.002
Si	8.154	16.343	14.923	-0.02	0.006	-0.013
Si	10.848	2.758	14.971	-0.017	0.01	0.002
Si	8.185	5.439	15.013	0.003	-0.011	0.007
Si	10.855	8.133	14.957	0.004	-0.011	-0.012
Si	8.137	10.872	14.938	-0.008	0.001	-0.009
Si	10.89	13.598	14.937	0.007	-0.008	-0.014
Si	14.96	14.962	16.375	-0.009	-0.005	0.01
Si	1.293	17.627	16.303	-0.015	-0.016	-0.032
Si	14.978	4.112	16.324	-0.004	0.024	0.008
Si	1.426	6.868	16.313	0.008	0.046	-0.027
Si	14.935	9.47	16.309	-0.009	-0.007	-0.02
Si	1.377	12.251	16.291	-0.01	0.021	0.002
Si	4.135	15.011	16.304	0.009	-0.002	-0.008
Si	6.86	17.718	16.333	0.008	0	-0.023
Si	4.049	4.052	16.278	0.025	-0.008	0.015
Si	6.839	6.841	16.341	0.032	0.014	-0.01
Si	4.072	9.511	16.42	-0.009	-0.017	-0.011
Si	6.707	12.164	16.287	-0.026	-0.027	-0.015
Si	9.467	14.934	16.243	0.001	0.007	0.016
Si	12.232	17.68	16.229	0.013	-0.01	-0.016
Si	9.516	4.082	16.441	-0.004	0.011	0.005
Si	12.161	6.701	16.301	0.008	-0.025	-0.022
Si	9.53	9.548	16.287	-0.002	-0.003	-0.002
Si	12.307	12.292	16.303	0.003	-0.008	-0.029
Si	-0.031	16.321	17.778	0.05	0.023	-0.002
Si	2.645	18.994	17.599	-0.004	0.025	0.031
Si	0.088	5.511	17.625	-0.033	-0.053	0.033
Si	2.727	8.164	17.829	-0.036	-0.006	-0.007
Si	0.01	10.852	17.605	0.023	0.001	0.056
Si	2.75	13.658	17.606	-0.056	0.001	0.027
Si	5.524	16.371	17.682	-0.015	-0.043	0.014
Si	8.167	19.024	17.821	-0.029	-0.038	0.003
Si	5.449	5.409	17.581	0.007	0.031	0.008
Si	8.198	8.249	17.715	-0.026	-0.035	0.012
Si	5.416	10.861	17.808	0.053	0.048	0.011
Si	8.053	13.554	17.541	0.008	0.031	0.029
Si	10.863	16.3	17.529	-0.006	0.005	0.044
Si	13.557	19.043	17.596	0.01	-0.04	0.04
Si	10.872	5.427	17.848	0.036	0.048	0.02
Si	13.516	8.049	17.594	0.037	0.022	0.023
Si	10.94	10.919	17.583	-0.028	-0.027	0.013
Si	13.633	13.601	17.771	-0.017	-0.024	-0.014
Si	-0.45	19.55	20.21	0	0.012	0.028
Si	1.385	4.091	18.992	0.017	0.025	0.022
Si	14.104	4.916	20.192	0.221	-0.133	-0.661
Si	1.307	9.577	19.136	0.013	0.013	0.09
Si	15.043	12.183	19.057	-0.004	0.038	0.074
Si	1.42	14.958	19.06	0.008	0.022	0.063
Si	4.086	17.744	18.954	0.031	0.032	0.038
Si	6.744	4.136	19.084	0.004	-0.007	0.056
Si	5.953	7.593	20.285	0.24	-0.105	-0.66
Si	6.833	9.539	19.199	-0.015	-0.021	0.065
Si	4.017	12.312	19.059	-0.023	-0.013	0.054
Si	6.838	14.913	19.024	-0.076	0.006	0.04
Si	9.596	17.563	19.053	0.002	0.047	0.075
Si	12.241	3.949	19.142	-0.049	-0.083	0.068
Si	9.544	6.925	19.153	-0.014	0.022	0.069
Si	12.237	9.497	18.932	-0.021	0.03	0.002
Si	9.509	12.28	18.831	-0.017	-0.035	0.015
Si	12.185	15.024	18.983	0.02	0.001	0.095
Si	13.095	16.803	20.241	0.025	-0.008	0.003
Si	14.883	17.757	19.043	-0.002	-0.053	0.044
Si	14.942	6.766	18.962	0.019	0.011	0.044
Si	-0.591	8.626	20.188	-0.031	0.126	-0.741
Si	14.034	10.333	20.146	0.251	-0.03	-0.536
Si	0.538	13.139	20.258	0.008	-0.024	-0.064
Si	3.021	16.17	20.318	-0.173	-0.007	-0.739
Si	4.944	19.491	20.301	-0.203	0.269	-0.547
Si	3.175	4.947	20.312	0.023	-0.046	-0.005
Si	4.154	6.697	19.048	-0.01	0.037	0.058
Si	2.214	11.455	20.317	-0.231	0.041	-0.649
Si	5.178	13.887	20.379	0.165	-0.114	-0.785
Si	8.117	15.903	22.459	0.215	0.014	-0.615
Si	11.34	18.401	20.412	0.141	-0.02	-0.631
Si	7.74	5.919	20.264	-0.215	0.255	-0.607
Si	10.681	8.61	20.47	0.085	-0.216	-0.735
Si	8.456	10.871	20.365	-0.219	0.021	-0.699
Si	0.437	20.285	27.341	0.054	0.045	0
Si	13.76	11.372	22.946	0.009	-0.03	0.049
Si	12.658	6.268	25.307	-0.089	-0.025	0.022
Si	13.724	15.78	22.222	-0.258	0.339	-0.648
Si	15.06	17.867	26.885	-0.001	-0.006	0.04
Si	11.621	13.452	22.935	0.03	-0.141	-0.091
Si	0.087	19.439	22.487	-0.156	0.029	-0.738
Si	6.121	7.969	23.295	-0.126	-0.068	-0.112
Si	3.399	20.446	26.787	-0.024	-0.006	-0.033
Si	8.541	6.147	23.22	-0.142	-0.159	-0.196
Si	4.054	6.234	24.785	-0.065	0.008	-0.108
Si	3.769	12.943	27.749	0.03	0.018	0.027
Si	6.657	10.646	24.608	0.058	0.028	-0.051
Si	14.343	5.092	23.211	0.02	-0.015	-0.196
Si	2.261	11.581	23.454	-0.043	0.037	-0.095
Si	10.973	7.98	23.421	0.012	0.051	0.019
Si	8.359	19.758	24.471	0.024	-0.018	-0.038
Si	12	14.995	27.067	-0.039	-0.065	-0.04
Si	10.414	13.982	20.139	-0.073	0.361	-0.49
Si	10.684	7.318	31.825	0.218	-0.168	0.559
Si	13.711	10.653	31.82	-0.02	-0.505	0.549
Si	7.909	9.518	29.202	0.064	0.047	0.054
Si	11.282	17.407	30.911	-0.014	0.114	0.101
Si	9.086	10.114	31.843	-0.31	0.179	0.582
Si	0.794	15.51	27.283	0.001	0.026	-0.05
Si	2.259	5.427	22.426	0.155	-0.054	-0.671
Si	4.633	21.192	29.617	0.061	0.036	-0.086
Si	13.151	19.091	28.915	-0.087	0.007	-0.037
Si	3.335	8.064	26.861	0.051	0.009	0.012
Si	0.834	8.048	28.584	-0.109	0.022	0.053
Si	5.036	15.762	26.899	0.112	-0.021	0.031
Si	7.012	19.502	30.06	0.063	-0.114	0.166
Si	8.523	19.307	27.384	0.063	0.01	0.019
Si	10.423	17.867	23.456	0.001	-0.015	-0.292
Si	3.915	10.82	25.763	0.093	0.008	-0.052
Si	10.802	9.334	27.953	0.01	0.043	0.089
Si	2.636	21.089	31.888	0.282	-0.15	0.587
Si	6.224	18.263	22.983	-0.09	-0.068	-0.15
Si	1.572	18.91	29.935	0.007	-0.099	-0.056
Si	10.09	13.32	25.49	0.028	-0.003	0.069
Si	-0.311	10.582	27.724	-0.078	-0.019	0.045
Si	5.452	12.369	31.509	0.32	0.026	0.63
Si	13.679	15.668	31.79	0.099	-0.223	0.584
Si	13.267	10.721	28.99	-0.064	-0.092	0.03
Si	9.752	16.563	28.406	0.116	-0.005	0.112
Si	4.12	15.153	31.244	0.055	0.128	0.154
Si	3.238	16.729	28.802	-0.074	-0.03	0.069
Si	4.502	9.326	31.303	-0.044	-0.118	0.078
Si	0.334	6.601	31.322	-0.098	0.036	0.157
Si	-0.421	17.898	31.744	0.389	-0.082	0.645
Si	12.153	6.83	29.165	-0.046	0.033	0.111
Si	0.91	13.129	29.024	-0.014	-0.069	0.072
Si	1.329	14.311	24.422	-0.035	-0.061	0.095
Si	12.901	13.691	29.692	-0.186	-0.001	0.061
Si	11.205	20.943	27.504	0.114	-0.048	0.027
Si	13.083	16.826	24.888	-0.071	0.005	0.011
Si	6.661	16.961	31.725	0.072	-0.016	0.142
Si	9.649	10.157	25.183	0.052	0.052	-0.003
Si	4.054	17.938	25.11	-0.017	0.007	0.037
Si	-0.548	13.69	22.247	0.558	-0.12	-0.462
Si	6.515	12.189	28.823	0.05	0.031	0.133
Si	7.159	12.887	22.53	0.058	0.09	-0.24
Si	-0.277	10.129	24.571	-0.09	0.033	-0.096
Si	10.434	13.549	33.678	-0.038	0.031	0.034
Si	0.172	12.122	31.916	-0.046	0.414	0.536
Si	10.011	14.504	0.216	0.004	0.005	-0.038
Si	0.025	7.494	23.067	-0.056	0.064	-0.157
Si	7.817	14.567	27.167	0.066	0.039	-0.01
Si	8.698	15.73	20.223	0.061	-0.021	-0.053
Si	1.874	17.149	23.1	0.002	-0.095	-0.103
Si	5.519	7.671	28.872	-0.051	0.065	0.12
Si	14.753	6.452	27.571	-0.089	-0.08	0.099
Si	14.54	20.655	31.177	-0.123	-0.026	0.193
Si	14.974	17.669	8.153	-0.003	-0.017	0.007
Si	1.371	4.062	8.151	-0.021	-0.017	0.003
Si	14.972	6.806	8.16	0.02	0.018	-0.001
Si	1.36	9.519	8.153	0.02	0.011	0.002
Si	14.95	12.229	8.188	-0.019	-0.004	0.003
Si	1.372	14.972	8.168	0.001	0.022	-0.001
Si	4.083	17.697	8.162	0.017	0.01	0.008
Si	6.799	4.086	8.161	0.025	0.013	0.018
Si	4.072	6.777	8.154	-0.015	-0.016	-0.005
Si	6.81	9.51	8.168	0.003	0.009	-0.004
Si	4.068	12.251	8.143	-0.002	-0.008	0.006
Si	6.786	14.964	8.154	-0.034	-0.017	0.002
Si	9.497	17.69	8.154	-0.008	-0.004	-0.003
Si	12.238	4.091	8.153	-0.002	0.005	-0.009
Si	9.51	6.795	8.168	-0.01	-0.023	0.01
Si	12.239	9.509	8.19	-0.021	-0.017	0.009
Si	9.526	12.254	8.18	0.021	0.009	0.002
Si	12.254	14.969	8.161	0.034	0.012	0
Si	13.614	16.319	9.521	-0.002	-0.001	0.002
Si	0.006	2.713	9.517	0.007	-0.011	-0.001
Si	13.603	5.446	9.516	0	-0.003	0.003
Si	0.006	8.164	9.527	-0.009	0.007	0.001
Si	13.596	10.872	9.547	0.003	0.003	0.001
Si	0.002	13.605	9.516	0.006	-0.011	0
Si	2.728	16.331	9.525	0.002	-0.01	0.007
Si	5.44	2.731	9.526	-0.009	0	0.008
Si	2.721	5.426	9.525	0.013	-0.003	0.005
Si	5.432	8.15	9.51	0.001	-0.007	-0.002
Si	2.719	10.883	9.507	-0.016	0.007	-0.001
Si	5.431	13.6	9.514	0	0.007	0.002
Si	8.146	16.327	9.518	0.012	0.005	0.009
Si	10.871	2.727	9.505	-0.004	0.001	0
Si	8.154	5.44	9.524	-0.009	0.012	-0.002
Si	10.871	8.15	9.533	0.006	0.001	0.001
Si	8.167	10.876	9.527	0.008	-0.011	0.003
Si	10.889	13.613	9.531	-0.007	0.01	-0.002
Si	14.968	14.959	10.884	-0.004	-0.001	-0.002
Si	1.37	17.688	10.886	-0.006	-0.005	0.001
Si	14.957	4.075	10.873	0.003	-0.005	-0.003
Si	1.363	6.794	10.884	0.002	0.001	-0.002
Si	14.969	9.52	10.898	-0.005	0.003	0.004
Si	1.359	12.24	10.867	0.002	0	-0.006
Si	4.075	14.957	10.88	0.006	0	0
Si	6.791	17.684	10.885	-0.01	0.005	0.002
Si	4.086	4.088	10.898	0.003	0	0.005
Si	6.791	6.797	10.875	0.015	-0.012	0.001
Si	4.078	9.52	10.866	-0.006	0.01	-0.006
Si	6.8	12.242	10.874	-0.013	-0.003	-0.008
Si	9.52	14.977	10.879	0.004	-0.004	0.001
Si	12.237	17.683	10.858	0.01	-0.006	-0.009
Si	9.519	4.083	10.876	-0.006	0.005	-0.003
Si	12.246	6.801	10.885	-0.011	0.003	-0.004
Si	9.512	9.509	10.895	0.013	-0.005	0.001
Si	12.232	12.235	10.893	0.006	-0.002	0.002
Si	0.011	16.323	12.238	0.017	0.007	0.003
Si	2.723	2.732	12.254	0.014	0.003	-0.004
Si	-0.006	5.434	12.238	-0.017	-0.012	0.002
Si	2.727	8.162	12.238	0	-0.003	0.012
Si	0.015	10.889	12.244	0.012	0.02	-0.007
Si	2.708	13.592	12.233	-0.023	-0.015	-0.012
Si	5.429	16.316	12.238	-0.015	-0.025	-0.003
Si	8.15	2.736	12.237	0.01	-0.007	0.006
Si	5.452	5.448	12.258	0.005	0.014	-0.005
Si	8.141	8.146	12.245	-0.03	-0.013	-0.009
Si	5.437	10.88	12.228	0.019	-0.002	0.003
Si	8.164	13.607	12.232	0.016	0.017	-0.003
Si	10.884	16.34	12.236	0.009	0.015	0.002
Si	13.589	2.711	12.228	-0.026	-0.012	-0.006
Si	10.881	5.44	12.233	0.015	0.003	0.002
Si	13.603	8.162	12.252	0.016	0.009	-0.001
Si	10.874	10.866	12.251	-0.017	-0.008	0.001
Si	13.604	13.594	12.238	-0.003	-0.012	0.002
O	6.127	0.664	0.133	-0.316	-0.039	-0.152
O	4.694	4.845	0.117	-0.04	0.281	-0.305
O	10.915	18.436	22.009	0.169	0.378	0.152
O	6.104	9.556	23.55	-0.071	0.172	-0.446
O	-0.511	8.308	21.788	-0.299	0.16	0.289
O	14.01	16.596	23.586	0.69	0.474	0.229
O	2.444	16.998	21.596	0.087	0.568	-0.129
O	1.195	14.556	26.017	0.09	-0.114	0.211
O	7.649	7.48	23.349	0.535	0.401	0.069
O	5.361	18.841	21.751	-0.357	-0.167	0.114
O	5.612	6.122	29.321	0.319	-0.151	0.126
O	2.626	11.336	21.903	0.203	-0.294	0.338
O	2.222	7.603	27.915	0.211	-0.253	-0.092
O	6.86	12.096	23.91	0.144	0.219	0.58
O	1.902	19.813	31.216	-0.128	-0.186	0.153
O	8.207	5.47	21.785	0.221	-0.318	0.167
O	10.324	9.418	26.433	0.17	-0.414	-0.086
O	10.788	13.243	21.567	-0.16	-0.358	0.191
O	9.521	6.241	31.435	-0.123	-0.195	-0.416
O	10.071	8.822	31.909	0.271	0.198	0.242
O	11.647	7.989	28.166	0.314	-0.01	-0.629
O	0.477	17.96	23.026	-0.579	-0.284	-0.003
O	5.602	8.638	32.256	0.228	0.37	0.067
O	2.345	13.136	23.935	0.617	0.083	0.038
O	1.539	5.936	32.176	0.195	0.055	0.591
O	12.847	14.619	28.381	0.268	0.153	0.102
O	7.191	13.299	27.903	-0.14	-0.021	-0.168
O	8.31	5.046	24.373	-0.148	0.022	0.311
O	15.362	6.303	23.511	0.226	0.178	0.46
O	7.236	17.966	30.57	0.289	-0.297	-0.048
O	3.27	15.582	29.94	-0.416	-0.272	-0.228
O	13.872	14.428	30.757	0.245	-0.47	-0.026
O	11.801	10.551	28.324	-0.014	0.649	-0.196
O	0.76	11.042	23.724	-0.154	0.038	-0.21
O	13.477	10.392	21.7	-0.196	-0.221	0.147
O	1.748	15.687	23.721	0.254	-0.017	-0.109
O	-0.674	21.768	30.844	-0.033	-0.186	-0.375
O	0.684	9.654	28.611	0.293	0.318	0.285
O	10.608	13.929	24.091	-0.186	0.208	0.051
O	3.215	15.582	32.503	0.013	-0.072	0
O	14.656	12.545	22.329	0.05	0.141	-0.188
O	1.245	10.995	32.41	-0.124	-0.107	-0.019
O	1.317	4.149	22.781	0.033	-0.146	0.018
O	5.854	17.967	32.694	0.193	0.27	-0.141
O	0.067	8.572	24.271	0.134	-0.091	0.473
O	8.034	10.077	25.227	-0.182	-0.104	0.112
O	10.116	16.77	29.976	-0.266	-0.309	0.336
O	13.296	9.919	30.415	-0.4	-0.398	0.015
O	14.702	16.862	31.436	-0.146	-0.049	-0.341
O	12.154	7.566	24.46	0.124	0.504	-0.036
O	9.838	19.13	24.281	0.389	0.128	0.13
O	4.621	8.602	29.859	-0.315	0.234	-0.304
O	9.993	11.371	31.314	0.015	0.048	-0.33
O	13.829	20.252	29.799	-0.133	0.451	-0.274
O	7.1	6.476	32.395	-0.171	-0.184	-0.323
O	12.156	16.233	31.609	-0.475	-0.084	0.233
O	11.531	5.562	26.228	-0.2	0.026	-0.293
O	9.462	9.32	28.842	0.037	-0.231	0.043
O	11.858	7.241	30.698	0.385	0.28	-0.065
O	6.641	12.571	30.398	0.538	0.162	0.353
O	3.044	7.302	25.463	-0.481	0.149	-0.272
O	11.646	17.321	24.351	-0.244	0.148	0.299
O	9.563	9.759	20.867	-0.155	0.008	0.434
O	8.702	14.042	25.915	-0.384	0.184	-0.447
O	0.867	19.829	28.828	-0.318	0.402	0.164
O	1.804	20.77	26.6	-0.121	0.293	-0.285
O	3.707	18.914	26.356	0.182	-0.362	0.49
O	5.781	13.218	21.742	-0.495	-0.048	0.418
O	5.575	15.88	31.197	0.302	-0.305	-0.407
O	13.896	17.894	25.772	-0.231	0.398	-0.028
O	5.534	10.781	25.765	0.239	0.215	0.593
O	9.987	11.731	25.272	-0.128	0.057	0.137
O	-0.175	19.018	26.551	-0.019	-0.077	-0.552
O	7.813	19.315	25.93	-0.368	0.009	0.128
O	3.359	10.723	24.257	0.422	-0.575	-0.126
O	12.205	18.261	29.912	-0.22	-0.034	0.079
O	9.127	17.871	27.737	-0.132	-0.169	-0.342
O	4.789	10.914	31.195	-0.221	0.065	-0.333
O	12.533	11.749	32.131	0.148	0.321	0.106
O	-1.075	19.378	31.862	0.281	-0.029	0.302
O	7.517	19.184	23.221	0.054	0.229	-0.395
O	13.723	6.56	28.832	0.337	0.131	0.249
O	7.255	10.801	28.481	-0.175	-0.145	-0.443
O	11.424	8.199	21.872	0.59	-0.073	0.096
O	8.703	15.349	28.265	-0.239	-0.316	0.352
O	6.726	16.734	22.718	-0.25	-0.326	0.118
O	2.85	17.996	24.051	-0.005	0.293	-0.036
O	7.89	9.784	30.796	-0.416	-0.052	0.087
O	13.709	5.301	21.74	-0.475	0.409	0.231
O	5.445	7.739	21.848	-0.641	-0.157	0.108
O	0.399	14.59	28.55	-0.216	0.307	0.455
O	4.332	16.418	25.601	0.007	-0.439	-0.202
O	15.117	15.092	21.751	0.283	0.402	-0.478
O	3.019	9.124	31.945	-0.216	-0.677	-0.327
O	3.271	9.646	26.645	-0.122	0.296	0.184
O	14.454	10.222	28.023	-0.088	-0.394	-0.278
O	2.488	13.012	28.704	0.141	0.045	0.336
O	3.366	12.185	26.393	-0.097	0.225	-0.418
O	11.174	13.669	26.643	0.28	-0.343	0.153
O	7.039	8.218	28.812	0.306	-0.558	-0.015
O	4.937	12.108	28.485	-0.297	-0.175	0.169
O	5.376	18.41	24.336	0.188	0.239	0.37
O	15.108	19.987	23.299	-0.212	-0.419	0.467
O	10.045	6.663	23.374	0.252	-0.486	-0.083
O	7.835	20.603	30.911	0.033	-0.079	-0.115
O	3.664	21.696	30.801	0.042	0.604	-0.137
O	12.665	14.635	22.653	-0.052	0.091	0.163
O	-0.754	5.051	27.462	0.029	-0.028	0.138
O	13.454	21.222	32.23	-0.077	0.008	-0.415
O	4.12	15.06	20.842	-0.063	0.009	0.255
O	12.891	15.497	25.814	0.323	-0.431	-0.238
O	4.331	5.073	25.867	0.641	-0.234	0.148
O	13.159	5.12	24.286	-0.356	-0.707	-0.07
O	13.9	6.728	26.233	0.283	0.263	-0.327
O	0.042	12.084	28.159	-0.415	0.123	-0.339
O	14.317	18.152	28.302	-0.022	-0.398	0.499
O	14.537	10.574	24.124	-0.429	0.028	0.132
O	-0.068	10.384	26.143	0.051	-0.168	-0.082
O	4.344	13.55	31.295	-0.507	-0.072	-0.28
O	11.451	13.408	30.402	-0.386	0.343	-0.176
O	10.241	9.353	23.904	0.007	0.321	-0.283
O	0.723	12.916	30.615	0.102	0.459	-0.103
O	4.322	14.379	27.295	-0.261	0.098	0.077
O	-0.46	16.459	26.912	-0.121	-0.33	-0.322
O	10.692	18.337	32.109	-0.296	-0.073	-0.273
O	1.435	6.821	22.632	0.179	0.401	-0.119
O	5.453	19.91	30.157	-0.192	-0.223	0.466
O	2.912	18.182	29.419	0.613	0.124	-0.048
O	3.783	20.747	28.322	-0.285	0.096	0.063
O	12.287	19.743	27.702	-0.043	-0.311	-0.197
O	0.855	7.391	30.039	0.509	0.098	-0.08
O	4.718	16.776	28.131	0.302	0.274	0.338
O	11.281	5.509	28.853	-0.254	-0.327	0.327
O	8.012	11.838	21.616	-0.034	0.093	0.185
O	5.369	7.069	24.395	0.198	-0.059	0.311
O	4.809	7.698	27.42	0.166	-0.187	-0.563
O	-0.406	7.664	32.271	0.006	0.168	-0.297
O	9.327	16.662	23.275	0.088	-0.324	0.209
O	12.373	12.084	23.409	-0.331	-0.244	0.608
O	7.889	14.315	22.86	0.073	-0.14	0.242
O	15.13	11.365	31.473	-0.029	0.112	-0.434
O	7.878	16.13	32.438	-0.027	0.217	-0.198
O	2.086	16.399	27.704	-0.035	0.393	-0.142
O	-0.427	7.568	27.708	0.054	0.358	-0.183
O	6.615	15.528	26.645	0.096	0.554	-0.53
O	-0.096	13.886	23.795	-0.358	-0.123	0.324
O	0.542	17.775	30.44	-0.183	-0.68	-0.525
O	7.44	19.656	28.515	-0.253	0.17	-0.244
O	13.531	12.284	29.261	0.448	0.023	-0.26
O	3.472	5.497	23.485	0.485	-0.378	0.124
O	9.715	20.387	27.348	-0.064	0.265	-0.095
O	11.049	16.222	27.506	0.192	0.351	-0.32

Results
total energy: -105164.551 eV
total energy less fixed offsets of O -438.35, Si -107.03 eV per atom: -4.551 eV
